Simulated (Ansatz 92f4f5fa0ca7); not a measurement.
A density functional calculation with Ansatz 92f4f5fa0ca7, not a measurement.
Periodic cell of 212 atoms, Si132O80, from a study of silicon, its oxide and their interface. The atomic structure is a simulated model.
Doubt: the cutoff is far below the 930 eV that the study's wrapper takes by default for these files, so forces and energies are approximate.
This geometry differs little from another in the collection (a relaxation step or a small displacement).

Settings
functional: PBE
potential files: Ansatz PAW
basis: plane waves
wave-function cutoff: 580 eV
density cutoff ratio: 5
exchange-correlation grid ratio: 1
k mesh: 1 x 1 x 1, Gamma-centred
self-consistency stop: 5e-08 eV per atom in the density residual
occupations: fixed
spin: none
net charge: 0

Cell vectors (angstrom)
a 10.938 0 0
b 0 10.938 0
c 0 0 31.7342

Atoms and the computed forces on them: element, x, y, z (angstrom), force x, y, z (eV/angstrom)
Si -0.1599 0.4945 24.6527 -0.0142 -0.0113 0.0048
Si 5.9533 -0.1952 24.1608 0.0012 0.0166 0.0035
Si 2.2341 3.1919 24.5469 -0.0013 0.0069 0.0076
Si 8.9254 2.0782 24.1532 -0.0048 0.0086 -0.007
Si 0.4205 4.8731 24.3705 -0.0049 -0.0021 0.0144
Si 4.9391 6.1595 24.2467 0.0061 0.0007 -0.0067
Si 3.1365 7.8337 24.3003 -0.0135 0.004 0.0011
Si 7.7527 8.9643 24.2963 -0.0147 -0.021 -0.0343
Si 1.3514 1.5837 26.0096 0.0021 0.0007 0.0048
Si 6.9987 1.403 25.4968 -0.0073 -0.0036 0.0022
Si 4.1292 4.2418 25.4776 -0.0035 -0.0051 0.0084
Si 9.5277 4.0151 25.5233 0.0008 -0.0023 0.0067
Si 1.3701 6.7835 25.505 0.0035 0.0016 0.0002
Si 6.8076 7.0339 25.4449 0.0077 -0.0015 0.0047
Si 4.1531 9.6651 25.4351 0.0033 -0.0031 -0.001
Si 9.5767 9.6652 25.6421 0.0121 0.0048 0.0032
Si 2.7716 -0.0048 26.9479 -0.0005 0.0029 0.0018
Si 8.199 0.0376 27.0109 -0.0065 0.0009 0.0019
Si -0.1503 2.8685 27.1359 -0.0042 -0.0001 -0.0015
Si 5.5034 2.7733 26.8331 0.0038 0.002 0.0002
Si 2.7276 5.4744 26.9578 0.0026 0.0017 0.0013
Si 8.151 5.5165 26.8258 -0.002 -0.0005 0.0006
Si 0.0007 8.1797 26.8958 0.0018 -0.0019 -0.0003
Si 5.4382 8.2785 26.933 -0.0005 0.0023 0.0005
Si 4.1018 1.3673 28.316 0.4995 0.1589 -0.4394
Si 9.5708 1.3673 28.316 -0.4446 -0.0822 1.1321
Si 1.3673 4.1018 28.316 0.0389 0.5828 0.7159
Si 6.8362 4.1018 28.316 -0.0177 0.2387 -0.6544
Si 4.1018 6.8362 28.316 -0.0399 0.2371 -0.0695
Si 9.5708 6.8362 28.316 -0.0985 -0.1752 -0.5819
Si 1.3673 9.5708 28.316 0.0865 -0.2352 -0.3746
Si 6.8362 9.5708 28.316 -0.1324 0.107 0.2449
Si 0 0 29.6832 -0.0336 0.0769 -0.0247
Si 5.469 0 29.6832 0.148 0.0635 0.0603
Si 2.7345 2.7345 29.6832 -0.0465 0.0115 -0.0578
Si 8.2035 2.7345 29.6832 0.0685 -0.1606 0.0766
Si 0 5.469 29.6832 0.2326 0.0565 0.0985
Si 5.469 5.469 29.6832 0.0374 0.0225 -0.0428
Si 2.7345 8.2035 29.6832 0.0013 -0.0405 0.026
Si 8.2035 8.2035 29.6832 -0.0508 0.0028 -0.0425
Si 1.3673 1.3673 31.0505 0.0416 -0.0514 -0.0124
Si 6.8362 1.3673 31.0505 -0.0649 0.1129 0.0074
Si 4.1018 4.1018 31.0505 -0.0295 0.0013 -0.0072
Si 9.5708 4.1018 31.0505 -0.0722 0.0085 -0.0351
Si 1.3673 6.8362 31.0505 -0.097 0.0862 0.0202
Si 6.8362 6.8362 31.0505 0.0185 0.0058 -0.0011
Si 4.1018 9.5708 31.0505 -0.0646 0.015 -0.0282
Si 9.5708 9.5708 31.0505 0.0332 -0.0514 -0.014
Si 2.7345 0 0.6835 0.0262 -0.0076 0.0491
Si 8.2035 0 0.6835 0.0227 0.0101 0.0003
Si 0 2.7345 0.6835 0.0186 0.0138 0.0064
Si 5.469 2.7345 0.6835 0.0434 -0.088 0.0275
Si 2.7345 5.469 0.6835 -0.0202 -0.0154 0.0051
Si 8.2035 5.469 0.6835 0.0516 -0.0266 0.0322
Si 0 8.2035 0.6835 0.0572 0.007 0.0381
Si 5.469 8.2035 0.6835 0.0278 0.0045 0.0057
Si 4.1018 1.3673 2.0507 -0.06 0.1001 -0.0083
Si 9.5708 1.3673 2.0507 -0.0436 0.0038 0.0178
Si 1.3673 4.1018 2.0507 0.0036 -0.0514 0.0057
Si 6.8362 4.1018 2.0507 -0.0369 -0.0272 -0.0063
Si 4.1018 6.8362 2.0507 -0.0498 0.0336 0.0156
Si 9.5708 6.8362 2.0507 -0.0598 0.0466 0.0013
Si 1.3673 9.5708 2.0507 -0.078 -0.0443 -0.007
Si 6.8362 9.5708 2.0507 -0.0166 -0.0449 0.0032
Si 0 0 3.418 0.0735 -0.1756 0.3007
Si 5.469 0 3.418 0.0328 -0.1558 0.3123
Si 2.7345 2.7345 3.418 0.1931 0.036 -0.5848
Si 8.2035 2.7345 3.418 -0.0744 -0.0983 -0.3442
Si 0 5.469 3.418 0.0866 -0.0431 0.3059
Si 5.469 5.469 3.418 0.0639 -0.1555 0.4785
Si 2.7345 8.2035 3.418 -0.0974 -0.1202 -0.316
Si 8.2035 8.2035 3.418 -0.1502 -0.2259 -0.4143
Si 1.453 1.3588 4.754 -0.0021 -0.0034 0.0007
Si 6.8774 1.3621 4.7945 -0.0022 -0.002 0.0008
Si 4.0828 4.0384 4.811 0.002 0.0019 0.0026
Si 9.556 4.0556 4.7792 0.0002 0.0009 0.0023
Si 1.4285 6.8206 4.8105 -0.0031 -0.0008 0.0006
Si 6.8852 6.8308 4.8173 -0.003 -0.0026 -0.0004
Si 4.0882 9.5035 4.7936 0.001 0.0021 0.0031
Si 9.5502 9.4956 4.7788 0.0017 0.0015 0.0021
Si 2.7545 -0.0326 6.1698 -0.0013 -0.0009 -0.0005
Si 8.1805 -0.0914 6.155 0.0023 0.0001 -0.0011
Si 0.0418 2.6694 6.0757 0.0012 0.0022 0.0002
Si 5.4466 2.6394 6.1951 0.0014 0 -0.002
Si 2.739 5.3978 6.2398 -0.0001 0.0002 -0.0045
Si 8.212 5.3997 6.2164 0.0008 0.0001 -0.0059
Si -0.0344 8.1072 6.1615 0.0016 0.0006 -0.0005
Si 5.4155 8.0959 6.1975 0.0019 0.002 -0.0048
Si 4.5768 0.8052 7.5141 -0.0066 0.0097 0.0017
Si 10.0456 0.8645 7.286 -0.0029 0.0045 -0.0015
Si 0.9054 4.4228 7.4454 0.0131 -0.0079 -0.0008
Si 6.3639 4.4455 7.4266 0.0075 -0.0066 -0.0039
Si 4.6157 6.1956 7.5202 -0.0093 0.0101 0.0048
Si 10.0937 6.2183 7.4616 -0.0038 0.0062 -0.0131
Si 0.9503 9.8986 7.3484 0.0035 -0.0029 -0.0027
Si 6.3256 9.9164 7.3938 0.0069 -0.0085 0.0018
O 9.6739 -1.1733 12.4838 0.0025 -0.0012 0
O 4.1778 1.2184 9.0934 0.0016 0.0005 -0.0046
O 6.6896 9.2411 8.8801 -0.0079 0.0018 -0.0095
O 1.6543 9.1133 8.6494 -0.0027 0.0017 -0.0035
O 10.3228 11.7994 10.8168 -0.0023 0.0013 -0.0062
O 4.3863 6.3199 9.1683 0.0045 -0.0021 -0.0079
O 6.6468 3.9354 8.981 -0.0014 -0.003 -0.0146
O 0.4019 0.6988 15.6285 0.0011 0.0007 -0.0015
O 16.098 -11.0764 11.136 -0.0129 0.0088 -0.0047
O 5.2575 5.9132 22.6218 -0.0038 -0.0062 0.0143
O 2.6751 8.2373 22.7472 0.0133 0.001 0.0132
O -0.3338 4.8844 22.8556 -0.014 0.0061 0.0039
O 8.3875 8.7468 22.7708 0.006 -0.0009 0.0393
O 5.0289 5.5849 20.0072 0.0028 -0.0029 -0.0011
O 5.7276 11.5749 22.6812 0.003 -0.0031 0.0057
O 8.744 2.1638 22.4619 0.0021 0.0017 0.0062
Si 8.9053 3.8543 16.8763 -0.0033 0.0006 0.0038
Si -1.9789 12.3825 10.0935 -0.0014 -0.0078 0.0026
Si -5.3271 6.5447 21.1756 0.0022 0.008 -0.0103
Si -7.0748 22.5321 10.5988 0.0129 0.002 0.0149
Si 7.2261 3.9942 10.497 -0.0016 -0.001 0.0228
Si -1.4161 5.9688 10.5854 0.016 0.0082 0.024
Si 2.037 11.769 22.5898 0.0043 -0.0075 0.0026
Si 4.2484 -0.9414 14.9481 -0.0016 0.0007 0.0021
Si 5.9674 10.1699 12.3953 0.0011 -0.0026 -0.0006
Si -3.3466 -1.284 10.1621 0.0051 0.0026 0.0126
Si 9.1427 12.2838 21.0859 -0.0061 0.0009 -0.0065
Si 0.3413 16.0209 21.3829 -0.0042 -0.0102 -0.0136
Si -9.2701 7.4283 18.828 0.0018 -0.0056 0.0125
Si 12.4109 7.9447 21.6999 -0.0066 0.0117 -0.0124
Si 9.595 9.1799 21.7659 -0.0031 -0.0093 -0.0139
Si -0.9913 5.973 18.7028 -0.0064 -0.0058 0.0034
Si 3.9341 7.9939 17.2439 0.0015 0.0006 0.0051
Si -5.5159 9.0772 19.7289 0.0008 -0.0006 0.0017
Si -7.3645 13.3054 19.009 0.0044 0.0028 0.0055
Si 2.7292 13.7216 12.631 0.0022 -0.0019 0.0016
Si 6.5976 3.7479 15.0447 0.0006 -0.002 0.0006
Si 4.6621 11.5421 21.4092 0.0007 -0.0015 -0.0118
Si 3.9741 5.4804 18.7751 -0.0043 0.0014 0.0094
Si 5.083 4.7624 12.622 0.0008 -0.0014 -0.001
Si -5.5342 12.3397 16.7697 0.0006 0.0003 0.005
Si -2.972 18.5557 19.8497 0.0027 -0.0001 0.0042
Si -0.9088 -2.2607 11.3151 -0.003 0.004 0.0037
Si 12.157 4.4208 10.5568 -0.0036 -0.0002 0.0207
Si 3.646 17.4781 10.6069 0.0002 0.0025 0.0089
Si 8.0762 12.4051 18.376 -0.0019 0.0022 -0.0028
Si 12.4811 11.6107 14.4336 -0.0011 0.0017 -0.0001
Si 9.8466 12.0904 16.1476 -0.0019 -0.0015 0.002
Si -0.613 11.2709 12.3645 -0.0006 -0.0028 0.0042
Si 18.9464 12.147 13.9169 -0.0001 0.0021 0.0004
Si 2.0293 9.1554 10.2303 0.0006 -0.0004 0.007
Si 0.9238 13.2845 20.2979 0.0106 0.0031 0.0009
O 15.0758 12.3704 17.8004 -0.0008 -0.0003 -0.0043
O 1.3449 6.3281 21.6176 0.0087 0.0052 0.0018
O 3.6256 1.7927 11.7177 0.0027 -0.0067 -0.0084
O 4.9101 9.6054 13.4998 -0.0016 0.0006 0.0018
O 4.5567 19.9163 18.3742 0.0013 0.0029 0
O -3.7068 6.6986 20.9942 0.0015 -0.0023 0.0043
O -2.353 11.4575 15.2886 0.0013 0.0025 -0.0014
O 1.9257 2.231 19.0102 -0.0087 0.0004 0.006
O 3.924 3.8849 18.5176 0.0002 -0.0028 -0.0044
O 1.5104 14.2033 11.6644 -0.0005 -0.0035 0.0057
O 5.8765 4.8582 14.0673 -0.0026 0.0012 -0.001
O -1.6461 8.3902 20.3813 0.0073 0.0094 0.0125
O 10.2399 13.1235 20.1681 -0.0065 -0.0009 -0.0007
O 2.3187 19.0311 17.4925 0.0027 0.0019 -0.0102
O -6.6588 8.5847 15.7771 0.0002 0.002 -0.0049
O 7.937 12.1116 19.9827 0.0042 0.0015 0.0091
O 2.7037 10.5296 14.8077 0.0016 -0.0011 0.0008
O 2.5432 -0.2877 10.5775 -0.0063 -0.0027 -0.0004
O 5.2919 10.5694 20.2908 -0.0032 0.0063 0.0037
O 4.2238 12.8796 20.4969 0.0003 -0.0019 0.0043
O -6.2821 17.1044 11.8593 -0.0008 0.001 0.001
O 12.2155 14.8442 9.0013 0.0074 -0.0094 -0.0354
O -0.3012 15.7864 10.9169 -0.0044 -0.0064 0.0068
O 9.451 12.6678 8.5816 -0.0013 -0.0033 0.0013
O -10.7975 18.0331 18.434 0.0074 0.0044 0.0001
O 11.7918 11.1638 13.0248 -0.0024 -0.0002 0.0016
O -1.3173 10.7928 21.5574 0.0001 0.0094 0.0014
O -2.7603 14.0222 18.1255 -0.0008 0.0009 -0.0005
O -1.51 0.7641 17.6976 -0.001 0.0007 -0.0002
O -2.4723 6.6472 18.6487 -0.0057 0.0034 -0.0038
O 1.0007 10.9401 23.5265 0.0063 -0.0026 0.0063
O 5.1236 11.1742 15.6614 -0.0005 0.0005 0.0006
O 11.0433 8.633 22.2764 -0.0015 0.0068 -0.0076
O 9.377 1.4387 13.0705 0.0015 -0.0018 0.0024
O 4.4452 17.3714 17.4949 0.0019 -0.0009 -0.0059
O -9.6782 12.0071 21.2093 -0.0211 0.0113 -0.0203
O 3.2011 8.1085 10.6648 -0.0021 0.0007 -0.0014
O 13.4175 16.969 19.1492 -0.0004 0.0022 -0.0053
O 6.7218 0.9584 17.6269 0.0005 0.0001 -0.0021
O 1.2411 3.7845 20.9946 0.0035 -0.0129 0.0005
O -1.1473 2.787 16.0037 0.0003 0.0011 -0.0008
O -2.9236 -5.5397 10.7367 -0.0241 -0.0075 0.0072
O 7.758 11.281 10.1562 0.0005 0.0047 -0.0006
O 0.6809 8.7979 11.0459 0.0038 0.0001 0.0006
O 9.7799 6.526 9.0682 -0.008 0.0188 -0.0195
O -2.6328 2.7924 10.7183 -0.0009 0.0018 -0.0006
O 5.5988 2.8602 16.0182 -0.0016 -0.0003 0
O 5.9966 3.9018 11.5648 -0.0001 -0.0004 -0.0001
O 6.9539 19.6896 19.2884 -0.0021 0.0054 -0.0056
O -1.2587 -3.7904 11.7074 -0.0027 -0.0014 0.0005
O 1.7611 8.4171 20.1478 0.0022 0.0065 0.001
O 7.3462 2.6698 14.0859 0.0005 -0.0006 0.0007
O -3.2062 4.5235 15.9461 0.0005 0.0004 0.0006
O -0.7534 16.2634 20.1961 -0.0064 -0.004 -0.0023
O -8.6502 16.5791 10.7116 0.0059 0.0093 0.0027
O 3.3475 10.9102 22.1621 0.0074 -0.0111 0.0037
O -7.2484 14.9622 13.0194 -0.0003 -0.0002 0.0023
O -1.8338 9.0461 10.0063 0.0018 0.0004 -0.0033
O 4.9639 8.0379 20.9177 0.0008 -0.0017 0.0057
O -0.9601 4.9142 17.4752 0.001 0.0015 -0.0026
O 2.537 13.2085 23.1837 0.0185 -0.0045 -0.0022
O 6.9271 9.1091 11.5751 -0.001 0.003 0.0003
O -4.0083 11.2154 13.1719 -0.0021 -0.002 0.0001
O -8.7225 13.0659 14.0505 -0.0005 -0.0005 0.0002

Results
free energy: -129408.636 eV
free energy less fixed offsets of O -568.88, Si -635.61 eV per atom: 2.284 eV

The program warned: the cutoff lies below the one the program advises for these potential files; the exchange-correlation potential is rough where the density is thin.
